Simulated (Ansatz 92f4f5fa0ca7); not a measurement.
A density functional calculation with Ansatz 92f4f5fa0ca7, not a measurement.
Periodic cell of 234 atoms, Si134O100, from a study of silicon, its oxide and their interface. The atomic structure is a simulated model.

Settings
functional: r2SCAN
potential files: Ansatz norm-conserving
basis: plane waves
wave-function cutoff: 1300 eV
density cutoff ratio: 4
exchange-correlation grid ratio: 1
k mesh: 2 x 2 x 1, shifted by 0.5 0.5 0.5 of a step
self-consistency stop: 5e-08 eV per atom in the density residual
occupations: Fermi-Dirac, 0.05 eV
spin: none
net charge: 0

Cell vectors (angstrom)
a, 11.5403, 0, 0
b, 0, 15.3871, 0
c, 5.2649, -5.2814, 22.3876

Atoms: element, x, y, z (angstrom)
Si, 1.3222, -2.4418, -0.0261
Si, 1.2038, 2.2189, -0.1056
Si, 0.9513, 5.2972, 0.171
Si, 1.4061, 9.8316, 0.1688
Si, 5.1639, -1.3944, -0.2518
Si, 4.8837, 1.7472, -0.3563
Si, 5.1353, 6.072, -0.2869
Si, 5.3473, 9.1614, -0.0175
Si, 8.8892, -1.313, -0.2372
Si, 8.8425, 1.643, 0.3829
Si, 8.8983, 4.6228, 0.1159
Si, 9.2553, 9.1437, 0.0379
Si, 3.2912, -1.8571, 1.1762
Si, 3.1257, 1.8874, 1.2259
Si, 3.1416, 5.7259, 1.1022
Si, 3.4095, 9.4461, 1.3146
Si, 7.0401, -1.8668, 1.1448
Si, 6.7534, 1.8169, 1.3282
Si, 6.9572, 5.5484, 1.1997
Si, 7.2487, 9.4157, 1.2776
Si, 10.8114, -1.9359, 1.1126
Si, 10.9144, 1.7222, 1.4028
Si, 10.7087, 5.3647, 1.6205
Si, 11.008, 9.3823, 1.4708
Si, 3.1432, -0.0185, 2.6333
Si, 3.1984, 3.8039, 2.5651
Si, 3.2146, 7.536, 2.6316
Si, 3.325, 11.4946, 2.5231
Si, 6.9509, -0.0904, 2.6707
Si, 6.8692, 3.7069, 2.6572
Si, 7.124, 7.5022, 2.6292
Si, 7.1071, 11.4492, 2.5055
Si, 10.9139, -0.1851, 2.6939
Si, 10.876, 3.5053, 2.9062
Si, 10.8991, 7.4485, 2.7646
Si, 10.8915, 11.4739, 2.5668
Si, 1.2767, -0.1125, 4.0572
Si, 1.3609, 3.6773, 4.0749
Si, 1.3292, 7.5381, 4.0289
Si, 1.3431, 11.4772, 3.9318
Si, 5.0498, -0.0665, 4.0263
Si, 5.015, 3.7792, 4.0706
Si, 5.1503, 7.5475, 3.9714
Si, 5.2099, 11.4225, 3.9446
Si, 8.9296, -0.1342, 4.0163
Si, 8.8271, 3.6201, 4.0329
Si, 8.9657, 7.5437, 4.0731
Si, 8.9684, 11.4271, 3.9754
Si, 1.3082, 13.3539, 5.3758
Si, 1.32, 1.7793, 5.4731
Si, 1.3485, 5.6241, 5.3702
Si, 1.306, 9.531, 5.3268
Si, 5.15, 13.351, 5.2896
Si, 5.0512, 1.8438, 5.421
Si, 5.0877, 5.6986, 5.4302
Si, 5.1316, 9.4832, 5.3562
Si, 8.9418, 13.3101, 5.381
Si, 8.9095, 1.7551, 5.4204
Si, 8.887, 5.5813, 5.3169
Si, 8.9537, 9.5126, 5.3922
Si, 3.2748, 13.4443, 6.6815
Si, 3.2238, 1.8136, 6.8896
Si, 3.188, 5.6964, 6.8541
Si, 3.1866, 9.5579, 6.7544
Si, 6.9879, 13.2701, 6.7721
Si, 6.9803, 1.8193, 6.7469
Si, 7.0352, 5.6666, 6.7706
Si, 7.0226, 9.4497, 6.7658
Si, 10.9027, 13.3018, 6.7745
Si, 10.8725, 1.8223, 6.7401
Si, 10.8738, 5.5961, 6.5471
Si, 10.9203, 9.4661, 6.7102
Si, 3.3656, -0.1168, 8.2267
Si, 3.2349, 3.7425, 8.2628
Si, 3.1312, 7.6878, 8.226
Si, 3.1779, 11.5729, 7.9994
Si, 6.9849, -0.1208, 8.0238
Si, 7.038, 3.7288, 8.0966
Si, 7.0852, 7.5827, 8.1778
Si, 6.8659, 11.2976, 8.1891
Si, 10.9202, -0.0717, 8.0942
Si, 10.898, 3.799, 7.9828
Si, 10.8827, 7.4482, 7.9031
Si, 10.9001, 11.3148, 8.1635
Si, 1.3315, 15.0025, 9.3483
Si, 1.1955, 4.1471, 9.3815
Si, 1.0855, 7.2591, 9.4439
Si, 1.3048, 11.9087, 9.3832
Si, 5.38, 14.92, 9.6833
Si, 5.2385, 4.071, 9.5511
Si, 5.1235, 7.2985, 9.422
Si, 4.9164, 11.7755, 9.5526
Si, 8.893, 14.836, 9.3159
Si, 8.9985, 4.0642, 9.318
Si, 9.1067, 7.1488, 9.3952
Si, 8.852, 11.715, 9.3616
Si, 9.1517, 8.1121, 16.2562
Si, 2.5589, 2.8579, 13.7181
Si, 7.4182, -0.0137, 11.9411
Si, 10.3602, 6.1929, 20.2311
Si, 9.2814, 10.9451, 12.2681
Si, 5.1886, 4.1512, 12.5547
Si, 9.5782, 3.3376, 14.6583
Si, 10.2061, 11.5874, 15.0224
Si, 7.5721, 1.5673, 15.8776
Si, 4.9107, 2.4366, 18.5419
Si, 5.0994, 7.339, 12.4318
Si, 2.8914, 1.7225, 16.401
Si, 12.6116, 5.8779, 18.1327
Si, 2.5162, 14.0202, 16.6694
Si, 7.2542, 9.1612, 13.8411
Si, 9.3946, 2.2525, 11.9262
Si, 6.9115, 4.258, 15.1897
Si, 3.9467, 1.2448, 21.0331
Si, 9.3957, 10.7688, 17.598
Si, 7.204, 0.4566, 18.5226
Si, 5.5769, 13.5386, 17.3655
Si, 6.8125, 6.5286, 17.1107
Si, 12.4521, 3.9143, 15.8593
Si, 6.8476, 11.2828, 19.255
Si, 11.4049, 8.6362, 14.5114
Si, 9.7128, 14.2838, 19.8048
Si, 0.7635, 1.7736, 11.4626
Si, 2.9622, 11.2702, 11.8051
Si, 2.8647, 8.8138, 13.8328
Si, 3.5485, 13.1389, 14.0889
Si, 3.5433, 4.9551, 19.5124
Si, 6.1858, 14.5438, 14.5613
Si, 11.2786, 12.9069, 17.3926
Si, 5.3204, 9.2148, 17.8395
Si, 3.0309, 7.7609, 19.1614
Si, 10.8022, 8.5721, 11.5576
Si, 7.2093, 5.9393, 20.046
Si, 4.881, 10.4582, 15.2059
O, 1.4501, -2.7545, -1.6638
O, 5.5344, 1.0241, 21.4055
O, 6.6845, 11.5367, 20.8411
O, 1.0199, 3.8002, -0.5657
O, 13.3247, 7.3446, 18.1872
O, 8.3936, 11.305, 18.7386
O, 3.6154, 7.6225, 13.0456
O, 10.8943, 11.3789, 17.9012
O, 5.279, -2.416, -1.5443
O, 10.8852, 5.0551, 21.2615
O, 4.6691, 14.3233, 14.003
O, 3.8468, 1.7415, 19.5232
O, 8.8103, 5.9066, 19.9716
O, 5.2851, 5.287, -1.735
O, 5.2305, 7.6752, -0.7551
O, 6.432, 1.8908, 18.8566
O, 6.0124, 15.5895, 11.1008
O, 8.8865, 0.3174, -0.6399
O, 8.8114, 3.0559, -0.4749
O, 9.266, 5.2344, -1.3584
O, 3.8531, 9.2225, 15.046
O, 4.0324, 6.4809, 19.2561
O, 0.9191, 3.1816, 10.674
O, 10.7369, 1.3708, 11.6489
O, 1.1893, 5.6944, 10.0186
O, 6.2602, 5.5651, 15.9082
O, 8.3945, 6.8199, 16.85
O, 0.6315, 8.1825, 10.7638
O, 8.1851, 9.8287, 12.7099
O, 13.2027, 2.756, 16.7445
O, 1.704, 11.1611, 10.7976
O, 8.0963, 1.3961, 12.4208
O, 5.0499, 5.686, 9.6866
O, 5.5996, 3.5351, 11.1011
O, 4.3669, 11.0711, 10.9749
O, 2.6977, 10.0838, 12.8669
O, 1.4633, 8.3697, 14.5118
O, 5.2755, 13.3122, 10.046
O, 8.9643, 13.269, 8.8919
O, 8.7259, 11.7807, 11.0113
O, 5.2068, 5.7471, 12.4299
O, 4.4928, 2.8365, -1.5913
O, 9.4971, 7.9883, 10.776
O, 8.9827, 5.5907, 9.9749
O, 1.1251, 13.4673, 9.9174
O, 6.0612, 12.3747, 18.3594
O, 6.184, 3.8239, 13.8038
O, 6.3539, 7.9319, 13.2918
O, 8.5437, 14.7622, 10.9358
O, 1.3237, -3.9676, 0.6174
O, 7.1744, 14.4007, 13.2608
O, 8.784, -2.0053, -1.7347
O, 10.9762, 12.848, 15.7547
O, 8.9901, 11.2758, 16.0825
O, 2.3654, 13.6509, 15.0828
O, 9.6294, 11.9301, 13.5403
O, 10.4026, 13.9186, 18.3466
O, 8.2151, 8.6753, 15.0517
O, 8.9267, 1.8955, 15.0553
O, 3.3329, 4.7576, 21.1016
O, 5.9385, 14.9129, 18.1332
O, 8.2359, -0.3621, 19.5158
O, 4.6681, 4.0253, 18.8033
O, 6.3271, 13.5495, 15.8807
O, 6.4688, 0.6657, 15.0991
O, 8.5027, 4.5339, 14.9435
O, 3.1815, 2.2811, 22.0309
O, 5.1908, 7.9607, 10.937
O, 6.6866, 5.7936, 18.5273
O, 1.4767, 0.553, 10.6874
O, 10.6414, 7.7818, 15.6779
O, 5.9383, 7.9002, 17.1068
O, 8.9801, 3.008, 10.5659
O, 10.6109, 10.1798, 11.7177
O, 5.038, 0.1637, -0.8991
O, 4.2038, 11.8378, 14.7898
O, 6.2308, 10.3143, 14.3345
O, 6.8369, 2.9882, 16.2126
O, 10.8387, 8.0545, 13.1049
O, 10.9196, 3.5225, 15.529
O, 9.3469, 9.1499, 17.506
O, 3.7161, 3.5471, 12.8449
O, 12.422, 5.3448, 16.616
O, 5.2382, 10.4239, 16.7682
O, 3.8437, 8.959, 18.4522
O, 1.5281, 1.9613, 12.8696
O, 9.8448, 3.3269, 13.0666
O, 2.9933, 12.6936, 12.6339
O, 3.9566, 13.4817, 17.2045
O, 12.8517, 13.308, 17.5132
O, 8.0955, 0.8006, 17.2061
O, 1.753, 4.0644, 14.4756
O, 11.1719, 6.009, 18.8415
O, 2.4131, 15.6267, 16.8414
O, 4.3243, 2.0832, 17.0689
O, 3.1905, 1.8289, 14.8074
O, 11.1303, 10.2325, 14.8232
O, 6.2787, 9.7854, 19.002
O, 13.5942, 4.797, 18.8611
O, 1.4156, 9.92, -1.4959

Results
free energy: -62192.485 eV
free energy less fixed offsets of O -463.61, Si -117.95 eV per atom: -26.185 eV
pressure: -1.52 GPa
stress xx, yy, zz, yz, xz, xy (GPa, positive in tension): 1.26, 1.11, 2.19, 0.38, -0.02, -0.33

Forces (eV/angstrom), in the order of the atoms: element, x, y, z
Si, 0.0485, -0.4985, 0.0024
Si, -0.104, 0.0257, -0.598
Si, -0.2487, -0.0972, -0.7093
Si, -0.1041, 0.2901, -0.1842
Si, -0.1873, -0.0089, -0.4286
Si, -0.1261, -0.2019, -0.0172
Si, 0.112, 0.3016, -0.4485
Si, 0.0612, 0.0526, -0.2957
Si, 0.1146, 0.1993, -0.7359
Si, -0.0921, 0.0916, -0.9834
Si, -0.0707, -0.1598, -0.8375
Si, 0.4008, -0.1123, -0.1943
Si, 0.0582, -0.0241, -0.2903
Si, 0.0203, -0.0168, -0.2573
Si, -0.108, -0.0734, -0.2396
Si, 0.0148, 0.0536, -0.3888
Si, -0.0967, -0.0632, -0.0555
Si, -0.1346, -0.1957, -0.4625
Si, 0.2123, 0.0416, -0.2033
Si, -0.1038, -0.0668, -0.2051
Si, -0.0345, -0.0601, -0.2773
Si, 0.1517, 0.0618, -0.2209
Si, -0.0339, -0.1204, -0.1052
Si, 0.2384, 0.0972, -0.122
Si, 0.0536, -0.0925, -0.13
Si, -0.0244, 0.091, -0.0171
Si, 0.09, 0.0313, -0.1049
Si, 0.0131, -0.0084, 0.3113
Si, -0.1334, 0.0405, 0.2009
Si, -0.0134, 0.1148, 0.2791
Si, 0.1313, -0.1237, -0.0572
Si, 0.0122, 0.166, -0.1449
Si, 0.0365, -0.0395, 0.0652
Si, 0.0881, 0.083, 0.2778
Si, -0.1802, -0.1186, 0.0228
Si, 0.0161, 0.0052, 0.3329
Si, -0.0474, -0.0644, 0.0046
Si, -0.0764, -0.0266, -0.0551
Si, 0.0282, 0.0034, 0.0907
Si, 0.0175, 0.0889, -0.2357
Si, 0.151, -0.1534, 0.0229
Si, 0.0735, -0.067, 0.0473
Si, -0.0147, -0.0417, 0.121
Si, -0.2274, 0.0511, -0.1029
Si, -0.0893, -0.0368, -0.0514
Si, 0.0174, 0.0436, -0.0762
Si, -0.0748, 0.0423, -0.0075
Si, 0.2099, 0.1022, -0.1881
Si, -0.0509, -0.0419, 0.2182
Si, 0.1066, 0.0106, -0.0696
Si, 0.0395, -0.028, 0.121
Si, -0.0942, -0.0121, -0.1279
Si, 0.0137, -0.0166, 0.2507
Si, -0.0008, 0.0188, -0.1812
Si, 0.0291, 0.0664, 0.0865
Si, -0.0432, 0.0157, -0.1538
Si, 0.0344, -0.0515, 0.327
Si, -0.0448, 0.0128, 0.043
Si, 0.093, 0.0544, 0.1958
Si, -0.0694, 0.003, -0.0834
Si, 0.1246, 0.0922, -0.1792
Si, -0.1178, 0.002, 0.151
Si, 0.0886, 0.0462, 0.086
Si, 0.0563, -0.0404, 0.0372
Si, -0.0233, 0.0386, -0.3578
Si, 0.0067, -0.1143, 0.0797
Si, -0.0914, -0.0414, -0.1686
Si, 0.0155, 0.0914, -0.0011
Si, -0.0741, 0.0644, -0.3138
Si, -0.0011, 0.0208, -0.0774
Si, -0.027, -0.0863, -0.3114
Si, 0.0633, 0.1485, -0.0257
Si, 0.0551, -0.1647, 0.4465
Si, -0.0242, 0.013, 0.1179
Si, -0.1702, -0.1002, 0.0433
Si, -0.1446, -0.0249, 0.2282
Si, 0.1248, 0.0934, 0.3125
Si, 0.1186, 0.0645, 0.0665
Si, 0.2179, -0.1198, 0.1136
Si, -0.1597, 0.0216, 0.3098
Si, -0.1429, -0.0763, 0.3989
Si, 0.0017, 0.0147, 0.185
Si, -0.0192, 0.0815, 0.1832
Si, -0.0064, 0.0426, 0.3457
Si, -0.0025, -0.0372, 0.5118
Si, -0.0493, 0.1537, 0.7231
Si, 0.0984, -0.1766, 0.6622
Si, 0.0428, -0.0367, 0.602
Si, 0.2693, -0.1615, 0.2311
Si, 0.083, 0.0453, 0.5651
Si, -0.0944, -0.1319, 0.6473
Si, -0.0329, 0.0267, 0.5352
Si, -0.082, -0.1025, 0.0219
Si, -0.0857, -0.0375, 0.6033
Si, -0.0933, -0.1162, 0.8421
Si, 0.2063, 0.2609, 0.1597
Si, 0.1398, -0.1299, 0.0024
Si, 0.067, 0.0913, 0.3767
Si, -0.0543, -0.1219, 0.3035
Si, 0.1711, -0.0727, -0.2025
Si, 0.0304, 0.0273, 0.4973
Si, -0.1157, 0.0238, 0.3867
Si, 0.1589, 0.1401, 0.2694
Si, 0.0579, -0.0019, 0.0063
Si, -0.1004, -0.0949, 0.0781
Si, 0.0754, 0.0808, -0.4477
Si, -0.0637, -0.0342, 0.4943
Si, 0.0066, -0.1215, -0.0468
Si, 0.1159, 0.0009, -0.4485
Si, -0.083, -0.0194, 0.0398
Si, -0.0845, 0.0788, 0.4097
Si, 0.062, 0.276, 0.3504
Si, -0.0292, 0.2773, 0.239
Si, -0.1841, 0.2023, -0.4232
Si, 0.0745, -0.2853, -0.1574
Si, -0.147, 0.1392, -0.4035
Si, -0.2791, 0.0442, -0.2751
Si, -0.0525, 0.048, -0.4283
Si, 0.0009, 0.2091, 0.0068
Si, -0.0576, -0.0465, -0.4791
Si, 0.1499, -0.0845, 0.5105
Si, 0.0315, -0.0366, -0.4217
Si, 0.1374, 0.0294, 0.228
Si, -0.0675, -0.0154, 0.3384
Si, 0.0092, -0.2341, 0.5883
Si, 0.0341, 0.037, 0.3798
Si, -0.0328, -0.0987, -0.5123
Si, -0.2403, 0.0743, 0.2292
Si, 0.4622, -0.2138, -0.2067
Si, -0.1629, 0.0227, -0.263
Si, -0.0106, 0.0962, -0.5593
Si, -0.0592, -0.0825, 0.423
Si, -0.1647, -0.1819, -0.6362
Si, 0.0356, -0.0247, 0.1119
O, -0.044, 0.0168, 0.6838
O, -0.0576, -0.1313, 0.1942
O, -0.016, 0.2362, 0.5064
O, 0.2356, 0.1023, 0.6381
O, 0.2014, -0.1781, 0.4303
O, -0.1908, 0.055, 0.2104
O, 0.2608, 0.1754, -0.1822
O, -0.3034, 0.3373, -0.0908
O, -0.0698, 0.0084, 0.2037
O, -0.2403, -0.0013, -0.0106
O, 0.0827, -0.2072, 0.0295
O, 0.1838, 0.0033, 0.3023
O, -0.0522, 0.1094, 0.166
O, -0.2134, 0.0146, 0.4386
O, -0.005, -0.2278, 0.7324
O, -0.0814, -0.2216, 0.0738
O, -0.223, -0.2705, -0.4418
O, 0.0218, -0.3622, 0.9522
O, 0.1184, 0.597, 0.9147
O, 0.3196, 0.2337, 0.4632
O, 0.0146, 0.172, -0.2978
O, -0.1954, -0.0213, 0.229
O, 0.0382, -0.1475, -0.1421
O, -0.0021, 0.1397, -0.0906
O, 0.0138, 0.022, -0.7681
O, 0.2343, -0.1411, 0.0733
O, -0.1981, 0.1554, 0.0736
O, 0.0494, -0.2223, -0.4535
O, 0.2147, 0.2092, -0.1606
O, 0.1149, 0.0425, -0.2436
O, -0.0204, 0.2126, -0.4155
O, 0.0854, -0.1207, -0.3236
O, 0.1411, 0.1028, -0.0401
O, -0.2019, 0.215, -0.8008
O, 0.0746, 0.2205, -0.4531
O, 0.0948, 0.1915, -0.2926
O, 0.0034, 0.1793, -0.3423
O, -0.1659, 0.0889, -0.3088
O, 0.0701, -0.0422, 0.5346
O, -0.0123, -0.227, -0.6333
O, 0.0283, -0.062, 0.0157
O, 0.2282, -0.3089, 0.288
O, 0.0015, -0.1225, -0.55
O, 0.0479, 0.0528, -0.763
O, 0.1951, -0.1392, -0.6612
O, 0.2064, -0.111, 0.2446
O, -0.1238, 0.0569, -0.2565
O, -0.2141, 0.0065, -0.2315
O, 0.1071, 0.2252, -0.5629
O, -0.0488, 0.2078, -0.5042
O, -0.0089, 0.3259, -0.4924
O, 0.0632, 0.1525, 0.549
O, -0.2151, -0.2591, 0.2695
O, 0.3019, -0.0113, 0.171
O, 0.2829, -0.0615, -0.0006
O, -0.0249, -0.3677, -0.27
O, -0.2718, 0.0539, 0.513
O, -0.0254, 0.0303, -0.0846
O, -0.1688, 0.2844, -0.0536
O, -0.1209, -0.2169, 0.213
O, 0.264, 0.0313, 0.0824
O, 0.2533, -0.2585, 0.1838
O, -0.196, -0.1334, 0.3171
O, -0.1388, 0.1946, 0.0541
O, 0.1834, -0.1419, -0.0156
O, -0.0728, -0.4206, -0.0821
O, -0.0417, 0.0856, -0.2022
O, -0.0063, -0.1782, -0.5725
O, 0.1448, 0.1673, 0.4414
O, -0.1572, 0.0932, -0.2947
O, -0.2143, 0.34, -0.2265
O, 0.0634, 0.0232, 0.282
O, 0.0842, 0.1279, -0.1659
O, -0.0531, -0.0129, -0.1155
O, -0.0113, -0.1027, 0.5337
O, -0.054, 0.1315, -0.1832
O, -0.0072, -0.2332, -0.0274
O, 0.1947, -0.045, -0.3054
O, 0.0175, 0.2502, -0.5146
O, -0.064, -0.0277, -0.2177
O, -0.0945, 0.2354, -0.1542
O, 0.1176, 0.0229, -0.0799
O, 0.0855, -0.1611, 0.299
O, 0.0509, -0.1662, 0.0419
O, 0.1156, -0.2295, 0.201
O, -0.2305, 0.0375, -0.375
O, -0.1707, -0.325, -0.2818
O, 0.0766, -0.3691, -0.2572
O, 0.1761, 0.1315, -0.0819
O, -0.2017, 0.0276, -0.167
O, -0.3756, -0.0156, 0.1327
O, 0.0546, -0.4339, 0.0027
O, -0.1848, 0.0674, 0.4982
O, 0.1253, -0.0059, -0.0919
O, -0.0566, 0.0666, 0.3406
O, -0.2627, 0.2731, -0.0222
O, -0.1986, 0.0107, -0.1427
O, 0.0738, 0.1247, 0.0823
O, 0.1673, 0.2325, 0.1783
O, 0.0072, 0.1398, 0.6037
